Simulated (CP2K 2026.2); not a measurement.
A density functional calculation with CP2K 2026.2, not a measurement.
Periodic cell of 504 atoms, Si360O144, from a study of silicon, its oxide and their interface. The atomic structure is a simulated model.
Doubt: the forces sum to 2.06 eV/angstrom along one axis rather than to zero, so they err by at least 0.0041 eV/angstrom per atom on average; the grid cutoff is modest.

Settings: functional PBE; method Gaussian and plane waves; basis set DZVP-MOLOPT-SR-GTH; pseudopotentials GTH-PBE; grid cutoff 350 Ry, relative cutoff 50 Ry; k points Gamma only; occupations fixed; spin none; net charge 0.

Cell vectors (angstrom)
a 16.32 0 0
b 0 16.32 0
c 7.8938 -1.7245 33.7553

Atoms and the computed forces on them: element, x, y, z (angstrom), force x, y, z (eV/angstrom)
Si 1.025 15.095 0.062 0.127 -0.005 0.733
Si 4.263 1.046 0.009 -0.238 0.178 0.646
Si 9.03 2.656 33.714 0.249 -0.335 0.764
Si 12.271 4.701 33.696 -0.04 0.163 0.741
Si 1.17 9.735 0.123 0.206 -0.221 0.704
Si 4.435 12.169 0.202 -0.222 -0.012 0.677
Si 6.608 15.309 0.439 0.002 -0.161 0.681
Si 9.753 1.123 0.038 -0.096 0.141 0.718
Si 14.38 2.334 33.692 0.231 -0.031 0.71
Si 17.757 4.69 33.584 -0.119 0.131 0.769
Si 6.562 9.887 0.074 0.052 -0.186 0.755
Si 9.591 12.063 0.123 -0.086 0.277 0.718
Si 12.051 15.272 0.113 -0.008 -0.118 0.669
Si 23.162 -0.58 33.646 -0.162 0.091 0.742
Si 19.966 2.41 33.595 0.181 -0.137 0.696
Si 15.096 6.516 0.086 -0.14 0.321 0.669
Si 11.989 9.963 0.182 0.075 -0.389 0.691
Si 15.195 11.91 0.419 -0.081 0.251 0.803
Si 2.663 16.253 1.314 -0.026 -0.014 -0.051
Si 5.325 2.668 1.391 -0.003 0.006 -0.052
Si 2.757 5.412 1.316 0.005 0.01 -0.051
Si 5.463 8.126 1.209 0.001 0.011 -0.067
Si 2.777 10.926 1.369 0.019 0.024 -0.043
Si 5.53 13.62 1.613 -0.012 0.005 -0.032
Si 8.203 0.168 1.573 0.06 0.021 0.014
Si 10.907 2.706 1.304 0.021 0.01 -0.04
Si 8.182 5.315 1.119 -0.037 0.008 -0.03
Si 10.923 8.09 1.183 -0.031 -0.003 -0.03
Si 8.111 10.906 1.499 -0.002 0.004 -0.049
Si 10.839 13.662 1.351 -0.009 0.007 -0.08
Si 13.648 0.107 1.338 0.06 -0.013 -0.033
Si 16.383 2.703 1.257 0.026 0.005 -0.058
Si 13.567 5.298 1.32 -0.054 -0.015 -0.032
Si 16.271 8.146 1.342 -0.001 -0.037 -0.045
Si 13.541 10.88 1.68 -0.032 -0.018 0.019
Si 16.276 13.632 1.516 -0.023 -0.014 -0.039
Si 1.383 1.365 2.687 0.01 -0.001 0.016
Si 4.019 4.046 2.742 -0.025 -0.004 0.038
Si 1.376 6.798 2.665 -0.007 0.01 0.04
Si 4.103 9.469 2.67 0.02 -0.004 0.003
Si 1.407 12.259 2.774 0.013 0.005 0.011
Si 4.019 14.961 2.784 -0.007 0.025 0.031
Si 6.771 1.477 2.828 0 0.052 0.045
Si 9.498 4.056 2.634 -0.017 -0.013 0
Si 6.867 6.756 2.55 -0.003 0.01 0.005
Si 9.534 9.429 2.654 0.027 0.003 0.03
Si 6.858 12.253 2.925 0.028 -0.007 0.035
Si 9.52 14.982 2.797 -0.003 -0.035 0.023
Si 12.287 1.422 2.72 0.005 -0.002 0.021
Si 14.973 3.995 2.675 0.001 -0.029 0.003
Si 12.254 6.767 2.642 -0.003 0.021 -0.003
Si 14.947 9.434 2.828 0.053 -0.03 0.042
Si 12.173 12.347 2.83 -0.029 0.077 0.038
Si 14.887 15.009 2.78 -0.014 -0.001 0.024
Si 16.318 0.028 4.08 0.01 0.005 -0.046
Si 2.695 2.7 4.114 0.01 -0.023 0.003
Si 16.326 5.411 4.014 0.02 -0.001 -0.014
Si 2.724 8.151 4.057 -0.016 0.029 -0.045
Si 16.338 10.866 4.094 -0.047 0.05 -0.014
Si 2.716 13.601 4.17 -0.005 -0.007 -0.012
Si 5.415 0.026 4.106 0.022 -0.047 -0.021
Si 8.165 2.801 4.125 0 0.017 0.017
Si 5.467 5.446 3.987 0.003 0.007 -0.033
Si 8.166 8.097 4.025 0.011 -0.015 -0.045
Si 5.431 10.826 4.109 -0.025 -0.004 -0.025
Si 8.205 13.634 4.21 0.026 0.004 0.001
Si 10.921 0.035 4.088 -0.009 0.003 -0.028
Si 13.625 2.728 4.114 -0.003 0.003 0
Si 10.858 5.433 4.005 0.023 -0.003 -0.024
Si 13.578 8.073 4.113 0.005 -0.038 0.007
Si 10.84 10.852 4.068 0.006 -0.025 -0.046
Si 13.563 13.66 4.17 -0.022 0.016 0.007
Si 17.661 14.963 16.323 0.007 -0.014 0.012
Si 4.058 1.364 16.299 0.007 -0.007 -0.011
Si 17.707 4.08 16.3 0.007 -0.015 0.009
Si 4.058 6.826 16.309 0.011 -0.015 -0.005
Si 17.668 9.523 16.331 0.01 0.003 0.009
Si 4.086 12.239 16.335 0.026 0.013 0.008
Si 6.812 14.937 16.33 -0.022 0 0.009
Si 9.558 1.344 16.258 0.006 -0.022 0
Si 6.808 4.1 16.269 -0.017 0.012 0.001
Si 9.499 6.801 16.285 0.003 0.006 -0.011
Si 6.811 9.523 16.32 -0.012 0 0.003
Si 9.53 12.263 16.344 -0.004 0.026 0.012
Si 12.254 14.934 16.318 -0.006 -0.021 0
Si 14.954 1.361 16.327 -0.016 0.011 0.018
Si 12.251 4.061 16.302 -0.014 0.029 -0.001
Si 14.939 6.807 16.316 0.005 -0.014 0.001
Si 12.266 9.516 16.325 0.019 -0.014 0.006
Si 14.948 12.226 16.335 -0.004 -0.014 0.003
Si 19.015 0.014 17.675 -0.014 0.01 0.018
Si 5.427 2.758 17.595 -0.005 0.046 0.036
Si 19.012 5.482 17.673 0.021 0.004 0.038
Si 5.435 8.164 17.67 -0.016 -0.001 0.002
Si 19.057 10.86 17.691 -0.03 0.023 -0.008
Si 5.436 13.598 17.712 0 -0.026 0.011
Si 8.262 -0.046 17.619 -0.001 -0.026 0.001
Si 10.868 2.712 17.643 0.006 -0.032 0.012
Si 8.146 5.45 17.659 0.005 0.005 0.015
Si 10.904 8.112 17.621 -0.004 0 -0.001
Si 8.163 10.896 17.675 -0.001 -0.022 0.033
Si 10.911 13.604 17.731 -0.002 0.013 0.027
Si 13.58 -0.008 17.677 0.02 0.009 0.035
Si 16.378 2.696 17.653 0.01 0.009 -0.014
Si 13.619 5.4 17.668 -0.03 0.011 0.043
Si 16.252 8.203 17.679 -0.002 -0.013 -0.019
Si 13.588 10.887 17.73 0.006 -0.014 -0.002
Si 16.308 13.587 17.68 0.021 0.016 0.019
Si 17.668 1.342 19.094 -0.021 -0.006 0.018
Si 20.396 4.113 18.997 0.014 -0.003 -0.015
Si 17.609 6.864 19.013 0 -0.02 -0.044
Si 20.45 9.539 19.066 0.024 0.027 -0.009
Si 17.651 12.188 19.027 -0.009 -0.011 -0.018
Si 20.349 14.978 19.029 0.008 -0.013 -0.009
Si 6.88 1.381 18.807 -0.001 0.001 -0.077
Si 9.516 4.08 18.996 0.006 0.018 -0.043
Si 6.749 6.772 19.026 -0.023 -0.024 0.001
Si 9.584 9.511 18.946 0.026 0.022 -0.025
Si 6.832 12.257 19.078 0.025 -0.001 -0.028
Si 9.621 15.014 19.117 0.008 0.027 0.012
Si 12.203 1.36 19.027 -0.013 -0.014 -0.002
Si 15.08 4.088 18.99 0.023 0.016 -0.018
Si 12.172 6.685 19.007 -0.018 0.006 -0.047
Si 14.901 9.514 19.117 0.026 -0.007 0.002
Si 12.231 12.221 19.127 -0.033 0.003 0.004
Si 14.949 14.955 19.033 0.02 0.009 -0.01
Si 16.318 -0.069 20.463 -0.004 0.011 0.021
Si 19.025 2.78 20.377 -0.021 0.023 0.038
Si 16.301 5.525 20.441 -0.023 0.004 0.038
Si 19.005 8.21 20.333 0.028 -0.009 0.086
Si 16.275 10.901 20.466 -0.002 0.019 0.083
Si 18.948 13.573 20.399 0.051 0.019 -0.006
Si 5.551 0.089 20.142 -0.029 -0.036 -0.024
Si 8.083 2.744 20.247 -0.044 0.024 0.096
Si 5.402 5.438 20.458 -0.02 0.01 0.042
Si 8.215 8.124 20.222 0.013 -0.044 0.019
Si 5.471 10.881 20.486 -0.023 0.044 0.055
Si 8.289 13.608 20.429 0.008 -0.01 0.012
Si 10.866 0.137 20.574 -0.046 0.035 0.078
Si 13.753 2.628 20.225 0.023 -0.034 0.017
Si 10.902 5.261 20.462 0.045 -0.031 0.051
Si 13.462 8.092 20.353 0.01 0.005 0.052
Si 10.877 10.806 20.465 -0.001 -0.055 0.049
Si 13.56 13.659 20.433 -0.011 0.014 0.037
Si 17.378 14.612 21.792 0.107 0.174 -0.729
Si 20.697 1.56 21.448 -0.139 0.092 -0.652
Si 17.899 4.386 21.711 -0.12 -0.172 -0.768
Si 20.067 6.621 21.665 0.225 0 -0.754
Si 17.765 9.605 21.754 -0.04 0.108 -0.709
Si 20.695 12.664 21.654 -0.434 -0.727 -0.435
Si 6.647 14.868 21.518 0.513 0.373 -0.455
Si 9.365 1.608 21.799 0.316 -0.196 -0.786
Si 6.521 3.74 21.682 0.034 0.363 -0.758
Si 9.589 6.827 21.618 -0.14 -0.219 -0.75
Si 7.177 9.701 21.581 -0.145 0.081 -0.81
Si 9.334 11.965 21.788 0.137 0.19 -0.706
Si 12.465 -1.086 21.825 -0.234 -0.055 -0.748
Si 14.728 1.09 21.731 0.19 0.057 -0.795
Si 12.673 4.083 21.612 -0.337 -0.008 -0.699
Si 14.568 6.571 21.705 0.336 0.144 -0.777
Si 11.821 9.047 21.743 0.222 0.293 -0.84
Si 15.067 12.478 21.768 -0.064 -0.177 -0.647
Si 10.533 13.912 23.906 0.025 -0.1 -0.145
Si 15.387 8.036 30.874 0.026 0.028 0.274
Si 16.295 10.938 30.944 -0.029 0.043 0.097
Si 9.055 9.091 26.086 0.222 -0.104 -0.063
Si 11.219 2.997 23.867 0.016 -0.139 -0.021
Si 22.358 4.275 30.983 -0.049 -0.056 0.126
Si 17.701 9.96 26.747 -0.051 0.016 -0.091
Si 17.914 5.079 28.048 -0.057 0.029 0.137
Si 20.247 5.864 29.594 -0.044 0.071 0.064
Si 18.138 12.846 30.031 -0.174 0.009 0.179
Si 10.084 8.453 31.17 0.06 0.036 0.078
Si 21.673 13.263 27.48 0.001 0.027 -0.126
Si 7.227 12.264 29.456 -0.073 -0.029 -0.048
Si 18.468 10.984 24.292 0.038 -0.077 -0.215
Si 18.984 0.142 23.578 -0.138 -0.091 -0.02
Si 8.314 9.363 28.864 -0.038 0.135 -0.005
Si 15.591 0.23 31.585 0.019 -0.167 0.199
Si 11.996 9.372 24.851 -0.124 0.018 -0.08
Si 20.597 10.59 27.733 -0.039 -0.039 -0.144
Si 21.073 12.328 24.654 0.045 0.171 -0.06
Si 17.195 2.395 26.718 0.009 -0.072 -0.08
Si 17.554 14.553 27.544 -0.051 0.05 -0.049
Si 14.242 11.091 24.474 0.006 -0.115 -0.148
Si 8.058 -0.391 23.797 -0.08 -0.011 0.002
Si 11.234 -0.316 30.718 0.064 0.009 0.263
Si 19.535 0.217 26.525 -0.033 0.077 0.059
Si 10.653 14.305 26.949 -0.05 0.106 -0.127
Si 10.539 11.469 31.855 0.045 0.097 0.126
Si 8.382 0.258 26.776 0.013 -0.055 -0.015
Si 13.137 7.132 26.781 -0.007 0.048 -0.056
Si 6.236 10.037 25.352 -0.055 -0.052 -0.077
Si 16.725 2.395 23.737 -0.035 -0.023 -0.14
Si 12.673 -0.044 28.143 -0.065 -0.06 0.014
Si 7.746 5.493 23.836 0.088 0.045 -0.192
Si 11.459 4.89 26.109 0.14 -0.138 -0.089
Si 20.845 12.257 31.184 0.074 -0.113 0.134
Si 17.573 5.912 30.753 0.013 -0.103 0.1
Si 8.85 6.022 26.543 -0.161 0.062 0.048
Si 22.02 8.443 29.322 -0.077 -0.05 -0.044
Si 21.476 9.568 31.855 -0.093 -0.034 0.143
Si 21.849 1.235 31.347 -0.106 -0.038 0.109
Si 16.479 12.445 25.763 0.158 -0.015 0.003
Si 10.011 13.282 29.669 0.019 0.023 -0.06
Si 15.702 13.573 31.473 -0.081 0.027 -0.113
Si 15.815 8.336 23.864 -0.102 0.106 -0.126
Si 11.299 4.873 30.794 -0.037 -0.121 0.08
Si 16.238 7.414 26.705 0.023 0.035 -0.094
Si 12.582 7.204 29.696 -0.1 0.087 0.049
Si 21.935 -0.016 28.339 0.058 -0.006 0.053
Si 10.866 2.044 26.642 -0.031 -0.072 -0.157
Si 9.951 2.37 30.657 -0.063 0.126 0.13
Si 5.697 7.797 23.663 -0.026 0.012 -0.184
Si 15.668 0.571 28.541 -0.015 -0.074 0.059
Si 8.643 4.704 29.441 0.118 -0.115 -0.065
Si 1.337 14.978 5.469 -0.006 0.024 -0.009
Si 4.07 1.369 5.477 -0.005 0.011 -0.01
Si 1.34 4.081 5.435 -0.024 -0.015 -0.001
Si 4.102 6.787 5.39 0.013 -0.011 -0.015
Si 1.378 9.508 5.443 -0.001 -0.001 -0.005
Si 4.087 12.212 5.473 0.015 -0.018 -0.003
Si 6.783 14.991 5.481 -0.012 0.001 -0.002
Si 9.526 1.387 5.434 -0.006 -0.027 -0.015
Si 6.791 4.139 5.449 0.016 0.03 0.008
Si 9.521 6.775 5.413 0.011 0.003 -0.005
Si 6.816 9.465 5.423 0.006 0.02 -0.011
Si 9.532 12.205 5.495 0.023 0.012 0
Si 12.227 15.011 5.515 0.003 -0.008 0.005
Si 14.971 1.368 5.47 -0.003 -0.027 -0.003
Si 12.229 4.098 5.412 -0.006 0.03 -0.01
Si 14.969 6.738 5.433 0.008 0.002 -0.001
Si 12.229 9.502 5.423 -0.002 0.013 -0.014
Si 14.959 12.243 5.441 0.021 -0.018 -0.018
Si 2.71 0.005 6.826 0.02 -0.01 0.002
Si 5.442 2.746 6.802 0.009 -0.012 -0.008
Si 2.732 5.439 6.769 -0.008 -0.004 -0.003
Si 5.442 8.135 6.788 0.007 0.003 0.001
Si 2.719 10.865 6.823 -0.016 0.014 0
Si 5.441 13.593 6.819 0.011 0 -0.001
Si 8.165 0.03 6.81 -0.005 -0.009 -0.001
Si 10.886 2.737 6.795 0.005 0.005 0.001
Si 8.164 5.459 6.814 -0.033 0.013 0.016
Si 10.868 8.15 6.783 -0.01 -0.007 -0.001
Si 8.144 10.847 6.811 0.008 0 -0.003
Si 10.886 13.594 6.833 0.007 -0.007 -0.009
Si 13.614 0.024 6.847 -0.006 -0.006 0.011
Si 16.319 2.732 6.821 0 0.006 0.003
Si 13.591 5.423 6.804 0.012 -0.002 0.008
Si 16.321 8.137 6.777 -0.006 -0.006 -0.003
Si 13.597 10.866 6.785 0.004 0.004 -0.003
Si 16.308 13.6 6.817 -0.012 0.007 0.003
Si 17.679 1.369 8.177 -0.007 0 0.001
Si 4.074 4.09 8.16 0.011 -0.001 0.003
Si 17.69 6.794 8.142 0.004 0.011 -0.007
Si 4.091 9.504 8.159 0.007 0.007 -0.001
Si 17.677 12.237 8.168 0 -0.008 -0.001
Si 4.075 14.955 8.171 -0.01 -0.005 -0.005
Si 6.8 1.382 8.166 0.009 0.005 0.002
Si 9.523 4.087 8.16 -0.005 -0.004 -0.004
Si 6.799 6.804 8.172 0.021 0 0.012
Si 9.517 9.502 8.162 0.007 0.003 0
Si 6.8 12.229 8.168 -0.019 -0.009 -0.001
Si 9.511 14.963 8.166 -0.018 -0.013 -0.008
Si 12.238 1.382 8.176 0.011 0.003 0.002
Si 14.95 4.078 8.174 -0.018 -0.019 0.008
Si 12.236 6.801 8.15 0.017 0.007 -0.006
Si 14.963 9.505 8.141 0.003 0.012 0
Si 12.256 12.229 8.167 0.002 0.012 0.005
Si 14.962 14.959 8.186 -0.007 0 0.007
Si 16.327 0.001 9.534 0.008 0.004 -0.005
Si 2.722 2.728 9.527 -0.002 -0.007 -0.007
Si 16.324 5.444 9.512 -0.009 -0.008 -0.006
Si 2.72 8.154 9.512 0.003 -0.003 -0.004
Si 16.314 10.87 9.514 -0.005 0.004 -0.002
Si 2.717 13.596 9.53 0.006 0.006 0.004
Si 5.44 0.005 9.518 0.006 -0.008 -0.004
Si 8.165 2.73 9.525 0.005 -0.002 0.003
Si 5.437 5.441 9.524 0.003 0.004 0
Si 8.157 8.159 9.531 -0.026 0.007 0.006
Si 5.437 10.875 9.524 0.006 0.007 0.005
Si 8.157 13.597 9.523 0.004 -0.002 -0.004
Si 10.879 0.002 9.52 0.005 0 -0.01
Si 13.599 2.725 9.539 0.001 0.006 0.009
Si 10.882 5.445 9.521 0 -0.002 -0.004
Si 13.599 8.158 9.509 -0.012 0.001 -0.002
Si 10.882 10.871 9.514 -0.003 -0.002 -0.002
Si 13.603 13.592 9.532 0.012 -0.015 0.004
Si 17.685 14.958 10.892 -0.005 0 -0.002
Si 4.079 1.361 10.883 -0.002 0.01 0.001
Si 17.677 4.085 10.879 0.006 -0.001 -0.001
Si 4.075 6.803 10.879 0.004 0.001 -0.003
Si 17.682 9.518 10.873 0.008 -0.003 -0.002
Si 4.079 12.237 10.886 -0.004 -0.004 0.001
Si 6.796 14.958 10.88 -0.004 -0.006 -0.001
Si 9.521 1.361 10.88 -0.014 -0.001 -0.007
Si 6.802 4.084 10.882 0.001 -0.011 -0.003
Si 9.52 6.801 10.884 -0.005 0.006 0.001
Si 6.8 9.524 10.885 0.011 0.005 0.004
Si 9.524 12.236 10.873 -0.003 0.003 0.003
Si 12.237 14.955 10.878 0.001 -0.003 -0.001
Si 14.963 1.359 10.885 -0.011 -0.012 -0.003
Si 12.241 4.089 10.887 0.005 -0.004 0.001
Si 14.961 6.803 10.872 0.007 0.008 -0.002
Si 12.243 9.515 10.876 0.009 0.002 0
Si 14.964 12.232 10.885 -0.005 0.004 0.003
Si 19.044 -0.001 12.25 0.009 -0.008 0.002
Si 5.444 2.72 12.237 0.018 0.005 -0.005
Si 19.035 5.445 12.237 -0.003 0.005 0
Si 5.429 8.171 12.235 -0.002 -0.008 -0.007
Si 19.033 10.882 12.242 0.005 0.004 0.005
Si 5.44 13.597 12.246 -0.004 0.005 0
Si 8.16 -0.003 12.236 0.001 -0.007 0.003
Si 10.887 2.715 12.236 -0.001 -0.002 0.002
Si 8.16 5.443 12.242 -0.008 -0.003 0.003
Si 10.88 8.164 12.241 0.004 0 0.002
Si 8.166 10.882 12.24 -0.012 -0.001 -0.001
Si 10.88 13.592 12.237 -0.01 -0.012 0
Si 13.608 -0.013 12.23 0.007 0.006 -0.004
Si 16.319 2.724 12.24 -0.002 -0.006 -0.005
Si 13.603 5.448 12.242 -0.003 -0.004 0.003
Si 16.321 8.161 12.232 -0.008 0.002 -0.007
Si 13.6 10.874 12.241 -0.002 0.004 0.001
Si 16.324 13.594 12.245 0.01 0.005 0.001
Si 17.671 1.358 13.598 -0.007 0.015 0.002
Si 4.087 4.09 13.585 0.01 -0.022 -0.007
Si 17.67 6.799 13.597 0.017 -0.002 0.001
Si 4.071 9.527 13.604 0.006 -0.004 -0.008
Si 17.683 12.244 13.612 -0.016 0 0
Si 4.084 14.957 13.612 0.008 -0.004 0.009
Si 6.796 1.351 13.596 -0.013 0.012 -0.002
Si 9.526 4.076 13.589 0 -0.007 -0.001
Si 6.792 6.815 13.584 -0.011 0.014 -0.014
Si 9.53 9.533 13.605 -0.017 0.006 0.007
Si 6.802 12.232 13.602 0.016 0.003 0.003
Si 9.519 14.952 13.592 0.004 0.005 -0.001
Si 12.258 1.349 13.581 0.005 -0.018 -0.009
Si 14.963 4.085 13.599 -0.009 0.007 0.005
Si 12.237 6.804 13.599 -0.003 0.013 0.001
Si 14.97 9.522 13.595 0.016 -0.019 -0.007
Si 12.237 12.23 13.601 0.01 0 -0.001
Si 14.957 14.948 13.6 -0.005 -0.005 -0.005
Si 16.305 -0.004 14.959 0.002 -0.003 0.004
Si 19.046 2.725 14.928 0.012 0.018 -0.002
Si 16.317 5.443 14.968 -0.004 0.001 0.004
Si 19.018 8.17 14.952 -0.014 -0.013 -0.007
Si 16.319 10.884 14.967 0.001 0.008 0.003
Si 19.041 13.603 14.978 0.014 -0.002 -0.008
Si 5.448 -0.006 14.975 0.015 -0.004 0.001
Si 8.165 2.712 14.936 0 -0.009 0.008
Si 5.431 5.468 14.944 0.013 0.005 0.001
Si 8.152 8.171 14.938 0 -0.008 -0.007
Si 5.439 10.877 14.967 -0.024 0.004 -0.001
Si 8.166 13.591 14.958 -0.025 0 0
Si 10.913 -0.026 14.93 -0.005 0.018 -0.001
Si 13.608 2.71 14.944 0 -0.012 -0.002
Si 10.88 5.432 14.954 0.004 -0.004 0.013
Si 13.605 8.167 14.944 -0.003 0.011 -0.007
Si 10.886 10.886 14.985 0.005 -0.004 0.001
Si 13.603 13.579 14.958 0.011 0.011 -0.01
O 17.831 13.372 28.565 -0.031 -0.346 -0.181
O 14.226 11.77 22.99 -0.454 -0.216 -0.053
O 15.478 13.109 32.994 0.096 -0.447 0.078
O 8.318 0.805 22.749 -0.527 0.002 0.144
O 17.068 6.173 27.251 0.197 -0.044 -0.058
O 22.242 5.058 32.405 -0.352 0.409 -0.107
O 6.637 8.753 22.775 0.01 0.068 0.276
O 10.368 13.205 28.095 0.219 -0.71 -0.114
O 11.242 1.88 25.049 -0.058 -0.623 0.014
O 7.296 4.16 23.055 0.096 -0.209 0.287
O 16.837 8.765 27.363 -0.013 0.127 0.361
O 7.834 9.899 25.406 0.006 0.521 -0.365
O 15.224 7.758 32.458 0.411 -0.154 0.001
O 9.86 5.421 30.25 0.007 0.552 0.004
O 12.301 9.36 23.256 0.448 0.038 0.186
O 16.695 7.218 30.429 0.245 0.186 -0.333
O 18.699 10.581 22.736 0.394 0.178 -0.126
O 7.022 8.488 28.401 0.026 -0.289 -0.405
O 15.114 9.713 24.361 0.202 0.065 0.364
O 14.084 7.562 30.095 0.132 -0.145 -0.143
O 7.893 9.121 33.674 -0.135 0.077 -0.279
O 9.09 8.433 29.915 -0.047 -0.511 -0.206
O 9.583 7.523 32.402 0.205 -0.528 -0.2
O 22.674 0.168 32.266 0.049 -0.176 -0.475
O 7.148 0.285 27.841 0.127 0.077 0.304
O 20.614 7.454 22.959 -0.379 0.234 0.336
O 22.364 10.559 32.778 0.03 0.591 -0.455
O 18.989 -1.177 27.125 0.402 -0.393 -0.074
O 16.702 -0.616 28.246 0.204 0.102 0.347
O 20.754 8.296 32.556 0.214 -0.526 -0.298
O 11.551 8.008 30.656 0.289 0.222 0.038
O 16.099 1.922 27.787 -0.362 0.241 -0.039
O 19.148 6.317 30.709 0.379 0.561 0.529
O 20.132 0.483 22.519 0.373 -0.589 0.178
O 8.412 13.259 29.894 -0.025 0.455 0.045
O 18.618 9.204 33.562 -0.005 -0.126 -0.182
O 13.337 9.285 33.389 -0.026 -0.187 -0.234
O 22.591 2.671 31.144 0.26 -0.156 -0.187
O 17.891 3.743 27.196 0.468 -0.059 -0.341
O 19.783 -0.048 24.957 0.466 -0.277 0.059
O 16.764 10.773 32.491 0.012 -0.126 -0.04
O 10.454 6.066 26.505 0.191 0.277 0.049
O 7.256 4.961 30.197 -0.137 0.465 0.035
O 5.526 13.735 21.325 -0.108 -0.04 -0.126
O 17.17 5.294 32.186 -0.439 0.185 -0.139
O 22.464 8.823 30.824 0.544 -0.265 0.107
O 17.943 9.711 25.148 0.083 -0.707 -0.19
O 15.725 0.888 30.124 -0.028 0.596 -0.034
O 21.005 4.544 30.141 -0.354 -0.37 -0.236
O 15.394 1.812 23.034 0.039 -0.064 0.431
O 17.637 11.302 30.105 0.487 -0.488 -0.207
O 11.318 3.26 30.639 0.697 -0.072 -0.222
O 19.011 5.488 22.209 0.117 0.073 0.293
O 12.338 7.538 28.135 -0.327 0.389 -0.192
O 14.696 7.29 27.111 -0.138 -0.034 0.176
O 11.154 4.45 24.579 -0.045 0.381 -0.42
O 11.532 5.255 32.35 -0.132 0.235 -0.193
O 19.777 11.467 25.107 0.014 -0.132 0.478
O 7.829 10.766 29.496 0.105 -0.123 0.297
O 21.618 14.712 28.205 0.037 -0.153 -0.002
O 12.903 5.568 26.354 0.341 -0.426 -0.182
O 15.592 9.584 30.487 -0.13 0.058 -0.636
O 13.597 5.325 22.115 -0.166 0.102 0.293
O 21.514 13.349 25.847 0.084 0.511 -0.203
O 14.928 12.196 25.435 -0.346 0.479 0.166
O 18.891 3.575 33.143 0.028 0.006 -0.054
O 12.818 10.744 25.193 -0.19 0.512 0.49
O 8.251 5.126 25.328 -0.116 -0.513 0.176
O 21.779 8.66 24.994 -0.396 -0.102 0.349
O 13.319 14.511 33.532 -0.028 0.001 -0.408
O 19.138 10.033 27.424 0.131 -0.169 0.274
O 17.952 1.371 23.593 0.043 0.007 0.065
O 11.644 -0.181 32.281 -0.184 0.129 -0.066
O 10.019 2.708 22.826 -0.205 0.497 0.107
O 9.271 9.642 27.592 0.237 0.31 0.204
O 15.261 12.202 30.692 -0.589 -0.125 -0.104
O 10.804 13.641 25.478 0.224 -0.176 0.246
O 16.374 7.482 25.104 0.389 -0.446 -0.181
O 12.057 -1.301 27.333 0.517 -0.356 -0.083
O 14.788 7.346 23.114 -0.466 -0.225 0.445
O 9.322 1.587 26.871 -0.156 0.507 0
O 12.688 8.107 25.577 0.228 -0.002 -0.216
O 11.88 1.237 27.577 0.222 0.138 0.383
O 9.486 12.455 32.591 -0.101 -0.216 -0.569
O 10.418 9.347 25.238 -0.349 -0.063 -0.242
O 10.654 7.961 22.08 0.004 0.043 0.442
O 8.5 7.565 26.214 -0.283 0.091 0.034
O 20.548 12.195 28.002 -0.313 0.077 0.36
O 20.864 0.683 27.324 -0.02 0.451 -0.027
O 10.019 12.563 23.159 0.06 -0.083 0.388
O 19.683 13.019 30.378 0.183 0.277 -0.204
O 11.853 14.498 23.16 0.27 -0.151 0.266
O 7.918 3.815 33.462 0.011 0.058 -0.139
O 12.518 3.086 22.918 0.282 -0.446 0.349
O 10.527 14.601 30.425 -0.248 -0.114 0.308
O 12.423 5.602 29.909 0.461 -0.269 -0.457
O 14.251 0.109 27.93 0.232 -0.237 -0.333
O 8.446 5.326 27.953 -0.262 -0.078 -0.087
O 8.228 10.813 22.194 0.077 0.074 0.41
O 13.601 0.018 22.281 0.168 0.122 0.409
O 21.844 10.45 26.723 0.224 0.074 0.343
O 21.685 0.542 29.865 -0.08 -0.305 0.044
O 9.387 15.032 23.81 0.122 -0.061 -0.23
O 6.825 15.111 23.138 -0.21 0.009 0.359
O 5.395 2.644 22.148 -0.025 -0.055 0.423
O 6.789 12.65 27.938 0.379 0.101 -0.445
O 11.911 11.417 32.704 0.228 0.416 -0.082
O 14.715 1.302 32.447 -0.06 0.06 -0.328
O 9.449 2.266 32.194 0.097 -0.254 -0.218
O 19.456 5.54 28.223 0.226 -0.073 -0.548
O 16.956 8.618 22.758 0.216 -0.439 0.166
O 13.366 3.552 33.219 0.127 0.186 -0.239
O 17.311 4.854 29.545 -0.483 -0.369 0.026
O 20.558 12.95 23.265 -0.114 0.177 0.257
O 5.942 11.272 24.329 0.405 -0.141 -0.683
O 18.786 14.61 33.365 -0.14 0.045 -0.43
O 22.286 12.435 30.461 -0.008 0.262 0.103
O 8.954 3.097 29.586 -0.191 -0.523 -0.272
O 10.214 0.846 30.237 -0.396 -0.206 -0.664
O 7.735 0.13 25.287 -0.539 0.274 0.131
O 17.35 12.151 24.413 -0.142 0.495 -0.625
O 10.746 12.016 30.358 0.484 -0.145 -0.301
O 21.018 9.634 28.946 -0.103 0.264 0.267
O 6.443 6.422 23.978 -0.118 -0.162 0.058
O 11.114 3.6 27.029 -0.078 0.121 0.478
O 15.006 -1.287 31.295 -0.606 0.102 -0.117
O 16.18 13.588 22.271 -0.069 -0.18 0.493
O 16.921 11.365 26.89 -0.21 0.194 0.798
O 9.392 -0.99 27.004 -0.266 0.002 0.127
O 20.837 12.971 32.635 0.262 -0.168 0.116
O 16.454 2.621 25.303 -0.383 0.148 0.321
O 8.88 6.264 22.977 0.064 0.03 0.235
O 16.741 13.945 26.283 -0.133 0.372 -0.391
O 20.513 1.63 32.236 -0.121 -0.135 -0.263
O 18.375 1.315 26.627 0.071 -0.003 -0.003
O 20.436 10.682 31.288 -0.703 -0.138 -0.081
O 21.315 7.012 29.264 0 -0.211 0.026
O 7.886 14.522 33.237 -0.201 0.138 -0.229
O 17.169 3.782 23.037 -0.063 0.119 0.379
O 18.141 -1.169 23.14 0.235 -0.369 0.242
O 10.045 9.947 31.781 -0.122 -0.124 0.194
O 12.517 -0.188 29.749 0.449 0.108 0.279
O 16.969 0.024 32.434 0.175 0.366 -0.361
O 17.272 13.73 31.094 0.417 0.282 0.123

Results
total energy: -101651.539 eV
total energy less fixed offsets of O -438.35, Si -107.03 eV per atom: 1.661 eV
